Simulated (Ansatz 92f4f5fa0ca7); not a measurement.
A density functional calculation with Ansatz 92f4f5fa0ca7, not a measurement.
Periodic cell of 234 atoms, Si146O88, from a study of silicon, its oxide and their interface. The atomic structure is a simulated model.
Doubt: the cutoff is low for norm-conserving oxygen, so forces and energies are approximate.
Doubt: the program's own warning below bears on the result.
This geometry differs little from another in the collection (a relaxation step or a small displacement).

Settings: functional HSE06; potential files SPMS norm-conserving; basis plane waves; wave-function cutoff 800 eV; density cutoff ratio 4; exchange-correlation grid ratio 1; k mesh 1 x 1 x 1, Gamma-centred; occupations fixed; spin none; net charge 0.

Cell vectors (angstrom)
a	11.6015	0	0
b	0	10.938	0
c	0	0	32.6811

Atoms: element, x, y, z (angstrom)
Si	0.0037	0.1777	23.9981
Si	3.893	0.4633	23.4284
Si	7.8112	-0.2754	23.9227
Si	1.8931	1.5385	24.0084
Si	6.0432	1.3367	23.8659
Si	9.5652	1.3266	24.1271
Si	-0.0087	5.5268	24.1007
Si	3.6094	5.4464	24.2046
Si	7.6964	5.4933	24.1275
Si	1.8166	6.9758	24.2379
Si	5.637	6.6211	23.9169
Si	9.6218	6.8295	24.0422
Si	1.9246	2.7745	26.0097
Si	5.8057	2.6558	25.9107
Si	9.6225	2.7152	26.0308
Si	-0.0451	4.0851	25.9715
Si	3.8766	4.0618	26.0549
Si	7.6982	4.0746	26.0051
Si	1.9611	8.4203	25.9986
Si	5.704	8.1723	25.7845
Si	9.6966	8.1903	25.9576
Si	-0.0345	9.6454	25.8944
Si	3.9027	9.7507	25.6292
Si	7.7042	9.4372	25.9094
Si	-0.0245	0.0193	27.8571
Si	3.872	-0.0122	27.7622
Si	7.7014	-0.0443	27.8193
Si	1.9281	1.3402	27.8657
Si	5.7909	1.3414	27.8598
Si	9.6295	1.3267	27.9036
Si	0.009	5.494	27.8631
Si	3.8741	5.5026	27.9017
Si	7.7019	5.4983	27.8736
Si	1.9474	6.8838	27.8361
Si	5.7711	6.8785	27.8121
Si	9.6682	6.8207	27.8697
Si	1.9336	2.7345	29.7819
Si	5.8008	2.7345	29.7819
Si	9.6679	2.7345	29.7819
Si	0	4.1018	29.7819
Si	3.8672	4.1018	29.7819
Si	7.7343	4.1018	29.7819
Si	1.9336	8.2035	29.7819
Si	5.8008	8.2035	29.7819
Si	9.6679	8.2035	29.7819
Si	0	9.5708	29.7819
Si	3.8672	9.5708	29.7819
Si	7.7343	9.5708	29.7819
Si	0	0	31.7155
Si	3.8672	0	31.7155
Si	7.7343	0	31.7155
Si	1.9336	1.3673	31.7155
Si	5.8008	1.3673	31.7155
Si	9.6679	1.3673	31.7155
Si	0	5.469	31.7155
Si	3.8672	5.469	31.7155
Si	7.7343	5.469	31.7155
Si	1.9336	6.8362	31.7155
Si	5.8008	6.8362	31.7155
Si	9.6679	6.8362	31.7155
Si	1.9336	2.7345	0.9679
Si	5.8008	2.7345	0.9679
Si	9.6679	2.7345	0.9679
Si	0	4.1018	0.9679
Si	3.8672	4.1018	0.9679
Si	7.7343	4.1018	0.9679
Si	1.9336	8.2035	0.9679
Si	5.8008	8.2035	0.9679
Si	9.6679	8.2035	0.9679
Si	0	9.5708	0.9679
Si	3.8672	9.5708	0.9679
Si	7.7343	9.5708	0.9679
Si	0.0055	0.0076	2.9032
Si	3.8622	0.0069	2.9072
Si	7.7456	0.0111	2.9186
Si	1.9407	1.3726	2.8927
Si	5.7913	1.3423	2.8685
Si	9.6867	1.3439	2.8905
Si	0.0065	5.4727	2.9041
Si	3.8829	5.454	2.9521
Si	7.7539	5.4687	2.8584
Si	1.9579	6.828	2.9003
Si	5.8137	6.8415	2.8879
Si	9.6676	6.8391	2.8983
Si	1.9572	2.7079	4.8395
Si	5.8119	2.6965	4.7777
Si	9.7338	2.5912	4.8853
Si	-0.0143	4.0554	4.8054
Si	3.889	4.1105	4.9493
Si	7.7962	3.937	4.6454
Si	1.9365	8.2931	4.7555
Si	5.828	8.3032	4.75
Si	9.6345	8.2206	4.8254
Si	-0.0211	9.5418	4.8126
Si	3.886	9.6538	4.9006
Si	7.7612	9.6988	4.9378
Si	0.1131	-0.2596	6.8718
Si	3.9731	0.0786	6.9278
Si	7.8206	0.1095	7.0621
Si	1.9136	1.2751	6.7592
Si	5.8478	1.5376	6.8367
Si	9.9349	1.2953	6.9745
Si	-0.061	5.4864	6.6929
Si	3.7863	5.7433	6.7711
Si	7.7412	5.3202	6.456
Si	1.7835	6.918	6.6161
Si	5.9331	6.8287	6.5561
Si	9.536	6.7941	6.7161
O	5.5989	2.8324	7.8753
O	1.6475	7.6549	8.0846
O	6.479	7.808	7.7714
O	11.7343	4.595	8.0605
O	7.7737	9.9738	8.3372
O	9.1324	7.6868	8.0713
O	4.1101	10.0856	8.2829
O	10.5006	2.2789	8.2064
O	7.7789	4.3216	7.7891
O	3.4913	5.4089	8.3914
O	0.2114	9.7824	8.2859
O	1.5672	2.3382	7.977
O	1.711	7.8034	22.8081
O	1.5217	2.3922	22.6365
O	6.6106	2.3813	22.7163
O	3.5658	8.2925	21.048
O	5.581	7.2646	22.3901
O	7.9591	9.7371	22.5284
O	3.0802	4.4312	23.0094
O	9.6185	7.7092	22.6498
O	0.414	4.7551	22.6907
O	7.9241	4.6465	22.7386
O	4.1002	10.4657	19.186
O	9.2845	2.3539	22.8609
Si	1.009	8.6584	9.1702
Si	9.2958	10.1007	15.5818
Si	5.5701	-8.5792	18.5642
Si	6.5306	3.8814	8.7078
Si	2.6466	5.4356	19.9975
Si	1.0156	3.8609	15.9087
Si	1.9861	7.9763	21.2286
Si	-0.8761	8.0475	11.5784
Si	11.8751	3.0856	8.6059
Si	1.7391	3.9323	22.241
Si	4.456	-4.8373	9.4983
Si	-0.9017	3.5393	17.8983
Si	9.3042	2.3725	12.8002
Si	-4.5102	8.7669	16.8743
Si	-1.3379	2.0343	15.5779
Si	3.4471	4.5759	14.5451
Si	11.4805	-0.7869	20.9142
Si	7.2466	7.085	19.379
Si	-6.9294	-0.3461	17.6721
Si	0.0164	-1.6887	14.1948
Si	-1.0264	10.91	11.9764
Si	15.484	9.2607	9.6611
Si	8.8863	8.724	21.6219
Si	7.7431	8.3629	8.6072
Si	4.7594	-3.7329	20.9935
Si	18.2309	2.7417	11.4952
Si	-4.5891	-1.5682	13.9602
Si	13.6425	-0.1498	16.0041
Si	0.9955	1.1644	18.791
Si	3.4258	4.2799	17.3613
Si	2.7941	1.746	13.5371
Si	7.9878	3.1133	22.2691
Si	19.3908	7.3575	11.6378
Si	5.0584	0.0532	12.1136
Si	3.7781	11.6903	20.2042
Si	11.9837	2.3618	11.5327
Si	8.0652	3.9968	19.3381
Si	5.228	5.3699	12.1846
O	1.6506	13.2479	12.526
O	5.755	-0.767	13.3342
O	7.5702	-2.5029	12.7951
O	12.1988	3.2048	10.1847
O	8.1958	10.3826	14.4175
O	7.0484	3.0464	9.9714
O	1.07	-1.8208	20.6032
O	7.4517	7.5001	17.8205
O	1.794	-6.1866	14.7628
O	3.709	0.2811	21.7679
O	2.0111	4.0999	20.6557
O	9.4243	7.0371	11.6553
O	0.1932	2.5668	18.5932
O	7.5117	7.9881	10.167
O	6.6976	-2.4507	15.3059
O	8.1339	7.8891	20.4657
O	7.0462	13.9719	18.4942
O	2.2547	0.9596	14.8425
O	5.3854	1.12	17.5255
O	1.6516	-4.2938	20.3831
O	8.4393	-12.1938	16.8839
O	10.1027	9.5306	11.329
O	7.9576	-7.8673	12.3318
O	6.0593	1.2355	11.6203
O	4.0762	5.757	20.7065
O	15.9953	7.7272	9.4301
O	16.2891	-0.9512	10.8808
O	2.3867	12.3156	19.6174
O	3.7168	0.7423	12.6779
O	4.059	4.9186	16.014
O	9.73	2.6747	16.9391
O	4.5562	3.5242	18.1605
O	1.2737	-1.3971	15.2148
O	2.2437	3.2968	16.8285
O	-4.1307	5.4892	19.5032
O	10.3205	-2.0135	15.1237
O	-1.3664	0.445	15.8103
O	0.0815	7.8631	10.2646
O	9.9981	-1.3889	20.8035
O	1.2583	0.4246	17.3384
O	5.8511	16.2305	9.1687
O	8.1557	3.1564	20.6953
O	0.064	-0.3748	22.4586
O	11.6041	8.1057	12.9891
O	-0.0059	0.8425	11.074
O	10.6989	13.9578	12.2877
O	9.2664	2.4319	14.3984
O	5.014	1.8165	20.0103
O	4.1561	5.7913	11.0442
O	9.6063	4.2293	18.8526
O	5.5387	3.7992	12.0105
O	-0.2335	10.6271	13.3638
O	0.1495	13.5742	15.2782
O	2.284	9.2804	9.9807
O	3.6302	3.0324	14.0736
O	5.7351	7.4857	19.762
O	3.5061	-0.5952	16.5659
O	2.7849	-5.5917	18.3945
O	5.8241	-1.4388	17.5141
O	4.3219	5.5124	13.5399
O	6.6513	-4.7351	12.0016
O	9.2613	11.7963	12.2361
O	-0.036	-6.3635	16.948
O	11.6117	0.333	19.7721

Results
free energy: -55954.900 eV
free energy less fixed offsets of O -447.96, Si -113.29 eV per atom: 5.920 eV
gap between the highest filled and lowest empty level on this k mesh: 1.490 eV

The program warned: the cutoff lies below the one the program advises for these potential files; the model core charge is not resolved on the grid; the forces do not sum to zero within the program's tolerance; the exchange-correlation potential is rough where the density is thin.
